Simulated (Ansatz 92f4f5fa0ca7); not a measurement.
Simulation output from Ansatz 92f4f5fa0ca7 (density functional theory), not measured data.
Periodic cell of 171 atoms, Si99O72, from a study of silicon, its oxide and their interface. The atomic structure is a simulated model.

Settings: functional PBE; potential files Ansatz PAW; basis plane waves; wave-function cutoff 700 eV; density cutoff ratio 5; exchange-correlation grid ratio 2; k mesh 2 x 2 x 1, shifted by 0.5 0.5 0.5 of a step; self-consistency stop 5e-08 eV per atom in the density residual; occupations Fermi-Dirac, 0.05 eV; spin none; net charge 0.

Cell vectors (angstrom)
a, 11.5983, 0, 0
b, 0, 11.5983, 0
c, -5.1423, 5.1166, 23.524

Atoms and the computed forces on them: element, x, y, z (angstrom), force x, y, z (eV/angstrom)
Si, 0.6615, -0.1413, 0.207, 0.0345, 0.4221, -0.0829
Si, 0.8931, 3.1018, 0.3308, 0.099, -0.0443, -0.0077
Si, 0.5866, 7.4536, 0.3155, 0.0167, -0.2243, 0.0277
Si, 4.4663, -0.4258, 0.275, -0.0583, 0.2253, -0.3699
Si, 4.6994, 4.0022, 0.1564, 0.0699, 0.138, 0.3058
Si, 4.5675, 7.2165, 0.0819, -0.1689, -0.4952, 0.0371
Si, 8.2603, -0.8399, 0.2229, -0.0458, 0.2189, -0.0933
Si, 8.7152, 3.6398, 0.2183, 0.0269, -0.2072, -0.0197
Si, 8.7817, 7.6498, -0.0748, 0.0529, 0.3839, 0.3277
Si, 2.5573, -0.5062, 1.611, -0.108, 0.1078, -0.128
Si, 2.818, 3.4938, 1.5862, -0.0035, -0.0222, -0.1737
Si, 2.6504, 7.383, 1.5178, -0.1452, 0.0387, -0.262
Si, 6.4242, -0.5034, 1.6249, 0.1562, 0.0787, -0.1049
Si, 6.6653, 3.5821, 1.4445, -0.1171, -0.0233, -0.1058
Si, 6.6511, 7.3641, 1.3236, 0.0722, 0.0078, -0.4046
Si, 10.2767, -0.3856, 1.4767, -0.0864, -0.0905, -0.1832
Si, 10.5351, 3.4144, 1.6461, 0.0441, 0.0508, -0.0673
Si, 10.3407, 7.4564, 1.7218, 0.1649, -0.1693, -0.1927
Si, 2.7133, 1.5061, 2.9305, -0.0738, 0.071, 0.0766
Si, 2.6407, 5.449, 2.9066, 0.1101, -0.1098, 0.0194
Si, 2.5943, 9.2245, 2.9794, 0.0128, -0.0384, 0.1658
Si, 6.568, 1.5807, 2.8352, -0.0189, 0.1433, -0.0842
Si, 6.6208, 5.4659, 2.8421, -0.1429, -0.0824, -0.0093
Si, 6.5264, 9.1877, 2.9176, 0.0086, -0.1141, 0.0304
Si, 10.3901, 1.4773, 2.9623, 0.2142, -0.0538, 0.0528
Si, 10.4438, 5.416, 2.9135, -0.0792, -0.0146, -0.0486
Si, 10.3396, 9.3903, 2.9984, -0.0422, 0.1965, 0.0662
Si, 0.7456, 1.5011, 4.3443, -0.0174, -0.0654, -0.1068
Si, 0.7237, 5.4211, 4.3283, -0.0351, 0.0174, 0.0307
Si, 0.6796, 9.2995, 4.371, -0.0142, -0.0131, -0.0922
Si, 4.6587, 1.5806, 4.2759, -0.0486, -0.0665, -0.0376
Si, 4.6274, 5.432, 4.1951, -0.0327, 0.0678, -0.1669
Si, 4.5837, 9.2727, 4.2678, 0.1148, -0.0938, 0.0197
Si, 8.458, 1.5607, 4.3024, -0.0184, -0.0377, 0.0411
Si, 8.5294, 5.4001, 4.2606, 0.0987, 0.0636, -0.0018
Si, 8.4175, 9.3154, 4.3438, 0.0171, 0.012, -0.0397
Si, 0.7692, -0.4071, 5.7886, 0.0354, 0.1346, 0.0225
Si, 0.6905, 3.4661, 5.6983, 0.0865, -0.0973, -0.0806
Si, 0.6479, 7.3528, 5.6939, 0.0237, -0.026, 0.0201
Si, 4.6648, -0.3636, 5.6465, -0.0061, 0.0833, -0.1985
Si, 4.5758, 3.5387, 5.6299, -0.0539, -0.0744, 0.0404
Si, 4.6348, 7.3307, 5.559, -0.0776, -0.0011, 0.1231
Si, 8.3792, -0.3513, 5.7145, 0.0688, 0.1028, -0.0925
Si, 8.6015, 3.4993, 5.6848, -0.1447, -0.0376, -0.0489
Si, 8.516, 7.3271, 5.6004, 0.0494, -0.0658, 0.1585
Si, 2.8096, -0.3373, 7.094, -0.0924, 0.0675, -0.0623
Si, 2.5928, 3.467, 7.072, -0.0149, -0.0585, -0.097
Si, 2.6844, 7.3778, 6.86, 0.1307, 0.0043, -0.3838
Si, 6.4896, -0.2951, 7.1396, 0.0402, -0.0747, 0.2669
Si, 6.5896, 3.6121, 6.866, 0.0092, 0.0198, -0.3302
Si, 6.5781, 7.3571, 6.9094, 0.0743, 0.0259, -0.2341
Si, 10.3206, -0.4356, 7.0512, 0.0704, -0.105, -0.0842
Si, 10.4793, 3.4065, 7.2512, -0.0777, 0.1096, 0.1455
Si, 10.3242, 7.2743, 7.1316, -0.2132, -0.0814, 0.1131
Si, 2.704, 1.5634, 8.5812, 0.1558, 0.0869, -0.0832
Si, 2.5957, 5.5304, 8.2357, -0.048, 0.0413, 0.2355
Si, 2.7457, 9.2219, 8.2746, 0.3159, -0.164, 0.2467
Si, 6.549, 1.8487, 8.3099, -0.0674, -0.055, 0.0111
Si, 6.6065, 5.4635, 8.2765, 0.1222, -0.0107, 0.3732
Si, 6.4784, 9.1941, 8.3335, 0.1479, 0.059, 0.1746
Si, 10.494, 1.3274, 8.5729, -0.0486, 0.0509, 0.0918
Si, 10.3968, 5.3862, 8.6874, 0.0456, 0.1108, 0.2069
Si, 10.1647, 9.2604, 8.4471, -0.1221, -0.0928, 0.3642
Si, 0.862, 0.7008, 9.9174, -0.0021, -0.1626, 0.543
Si, 0.8718, 6.1527, 9.7688, 0.101, 0.1043, 0.2614
Si, 0.7021, 9.2092, 9.3592, -0.028, 0.0364, 0.43
Si, 4.6796, 2.388, 9.7107, -0.0671, 0.1449, 0.4485
Si, 4.5948, 5.5163, 9.4263, -0.2078, 0.0633, 0.3843
Si, 4.6289, 8.6427, 9.681, -0.1928, -0.1421, 0.3253
Si, 8.4534, 1.6624, 9.7144, 0.0603, -0.182, 0.3317
Si, 8.3253, 5.6324, 9.9774, -0.0661, 0.1942, -0.0567
Si, 8.1623, 8.8361, 9.9853, -0.2936, 0.0608, -0.2212
Si, 1.672, 3.2098, 14.6315, 0.0167, -0.1004, 0.0841
Si, 4.3411, 9.2692, 14.385, -0.1201, -0.073, 0.0676
Si, 6.0866, 9.8543, 12.0912, -0.0187, -0.1915, 0.1845
Si, 2.9794, 2.4622, 17.2771, -0.0765, 0.0323, -0.109
Si, -3.3762, 3.4756, 12.0907, 0.0847, -0.0158, 0.2892
Si, 1.5008, 9.8458, 14.3577, 0.0476, 0.0425, 0.0219
Si, 10.6606, 3.0944, 13.5778, 0.1709, -0.11, 0.3004
Si, 7.2607, 3.1117, 21.4318, -0.0911, 0.0845, -0.0642
Si, -1.0885, 5.8075, 17.3798, 0.0565, 0, -0.1176
Si, 3.7144, 8.7419, 18.389, -0.1146, -0.0166, -0.2697
Si, 3.8932, 7.6622, 20.9661, 0.2151, 0.0829, -0.2836
Si, 0.714, 0.8986, 13.0243, -0.0402, -0.0094, 0.4154
Si, 3.3858, 11.0081, 16.3997, -0.0281, -0.0257, 0.0158
Si, -2.7268, 6.9056, 19.6091, -0.0021, -0.0484, -0.2594
Si, 0.6931, 3.6081, 18.9866, 0.1299, 0.1402, -0.3256
Si, -0.5516, 6.9501, 21.8222, -0.1336, -0.0148, -0.2607
Si, 5.6332, 3.5796, 18.8195, -0.1253, 0.1107, -0.3737
Si, -1.2196, 2.7105, 21.2945, 0.0646, -0.0043, -0.2035
Si, 2.0645, 5.4895, 20.9502, 0.1442, -0.1603, -0.2619
Si, -3.8152, 4.9746, 17.7343, -0.0468, 0.0766, -0.2181
Si, 5.3185, 10.9162, 22.0931, -0.0593, -0.0313, 0.0508
Si, -4.8644, 8.6702, 20.9103, -0.0062, -0.3859, -0.3002
Si, 3.2047, 7.0525, 16.2312, -0.0415, -0.0493, -0.1021
Si, 5.337, 6.2647, 17.7875, -0.0128, 0.0898, -0.2463
Si, 0.9112, 5.0416, 12.6156, -0.035, -0.1142, 0.4485
Si, 6.4239, 1.1146, 11.7383, -0.0114, 0.0062, 0.0894
Si, 0.5003, 6.9983, 14.882, 0.1743, -0.0043, 0.1227
O, 1.4548, 5.4867, 11.1726, -0.0686, 0.0528, -0.3237
O, -4.0447, 8.7534, 22.3041, 0.0715, -0.0046, 0.3108
O, 0.7682, 1.4865, 0.148, 0.0281, -0.0917, -0.0755
O, -5.663, 10.1279, 20.7577, -0.1708, 0.3218, 0.2452
O, -2.8138, 2.7867, 20.9339, -0.0049, -0.0322, 0.0224
O, -0.5329, 6.5522, 16.05, -0.0176, -0.0049, -0.0632
O, 4.3889, -1.2252, -1.1959, 0.0842, 0.1932, 0.4139
O, 4.4782, 1.1676, -0.215, 0.0456, -0.1865, 0.0118
O, 3.2922, 12.5625, 16.768, 0.0209, 0.022, 0.0392
O, 8.4121, 2.6321, -1.06, -0.01, 0.0577, 0.2249
O, 4.5316, 5.596, -0.1764, 0.0945, -0.0518, 0.0481
O, 9.34, 4.9606, -0.5623, -0.0593, -0.0792, -0.1391
O, 9.5398, 7.1753, -1.5372, -0.2188, -0.0132, 0.185
O, -2.5063, 3.518, 13.5062, -0.2666, 0.0275, -0.3389
O, -0.2392, 3.9111, 12.3397, -0.0523, 0.022, -0.1788
O, 3.2615, 6.3449, 20.2629, -0.095, -0.0172, 0.1599
O, 8.5778, 9.258, -0.3788, -0.101, -0.0549, 0.0922
O, -1.6222, 7.0208, 18.3803, -0.0309, -0.0391, 0.1324
O, 0.2113, 6.2653, 13.4584, 0.027, -0.0286, -0.1408
O, 5.5239, 7.5668, 21.0455, -0.0348, 0.0864, 0.0792
O, -0.7976, 1.4728, 13.3572, 0.062, 0.1006, -0.1609
O, 0.848, 10.6445, 10.2288, -0.0664, 0.3221, -0.3758
O, 4.8877, 9.6651, 10.9762, -0.0533, -0.1835, -0.0807
O, 4.612, 7.03, 10.252, 0.0347, 0.0026, -0.4865
O, 1.0453, 1.2553, 11.4703, -0.0382, -0.0404, -0.451
O, 7.6216, 0.5922, 10.715, 0.1375, 0.2106, -0.2252
O, 4.9695, 1.453, 11.0551, 0.1449, 0.1542, -0.1158
O, -4.6554, 2.5073, 12.4493, -0.0711, -0.0298, -0.0877
O, 6.1676, 11.3967, 12.6574, 0.014, 0.0436, -0.0813
O, 7.7247, -0.0456, -1.1073, 0.0917, -0.0531, 0.1075
O, 0.0278, 4.8103, 18.066, 0.0001, -0.0904, 0.1479
O, 7.9188, 4.9751, 11.4893, 0.092, 0.031, -0.3681
O, 0.7523, 7.7716, 10.2389, -0.0308, -0.196, -0.4648
O, 7.5263, 9.392, 11.4449, 0.2497, -0.0748, -0.2294
O, 8.4099, 7.2443, 10.3097, 0.0161, 0.0932, 0.041
O, 4.235, 8.0039, 15.402, 0.0453, 0.1084, -0.1505
O, 5.0971, 7.8286, 18.2441, 0.0041, -0.0185, 0.0816
O, 3.8159, 10.2368, 17.7747, -0.0131, -0.091, 0.1053
O, 5.618, 9.002, 13.4197, 0.0927, 0.1531, -0.3483
O, 0.0205, 3.4497, 14.9056, -0.0188, -0.0421, -0.1545
O, 4.5146, 10.6626, 15.255, -0.0467, -0.1126, -0.0415
O, 1.7889, 1.6974, 13.9886, -0.0285, 0.0105, -0.1514
O, 1.8061, 4.2087, 20.0024, 0.0163, 0.1088, 0.2086
O, 0.7415, 10.9199, 13.4024, 0.0226, 0.002, -0.0592
O, 4.5732, 4.0079, 10.2473, 0.0473, -0.1909, -0.5479
O, -0.4468, 2.8343, 19.8539, -0.2437, -0.0535, 0.3284
O, 4.1353, 5.8271, 16.7569, 0.0214, 0.0923, 0.1477
O, -2.5868, 2.8038, 10.8056, -0.0643, -0.19, -0.1869
O, 4.3027, 2.8969, 18.1463, 0.0935, -0.0044, 0.1117
O, 2.5952, 7.8963, 17.514, 0.1086, 0.0954, 0.1091
O, 2.6515, 3.3459, 15.9214, -0.0249, -0.0138, -0.0175
O, 6.9464, 3.5587, 17.7944, 0.0218, 0.0218, 0.1316
O, 2.0975, 4.3282, 13.5072, -0.036, 0.0857, -0.1179
O, 4.3228, 7.8024, -1.4637, 0.088, 0.0294, 0.3142
O, 1.9395, 10.4943, 15.8059, -0.0465, 0.014, -0.0158
O, 0.4738, 8.6113, 14.6472, -0.0021, 0.0303, -0.0305
O, 3.4054, 8.8959, 19.9838, 0.0221, -0.082, 0.1188
O, 6.8036, 6.1223, 17.0561, -0.0431, -0.1014, 0.1562
O, -0.3581, 8.5301, 22.1372, -0.0591, -0.0548, 0.062
O, 6.1446, 2.9293, 20.2306, 0.1678, -0.0454, 0.302
O, 0.7031, -0.5203, -1.4162, 0.0108, -0.0203, 0.2674
O, -3.7872, 8.1732, 19.7483, -0.1119, 0.094, 0.2308
O, 1.9898, 6.5063, 15.3403, -0.0978, 0.0439, -0.0358
O, 0.2098, 6.065, -0.5283, 0.0949, 0.1561, 0.0495
O, 1.5672, 2.5306, 18.1131, -0.0238, 0.0402, 0.0744
O, 0.4728, 8.6407, -0.8168, 0.071, -0.2028, 0.107
O, -2.3905, 4.8847, 16.9493, -0.0676, -0.0208, 0.0755
O, -3.5086, 5.4987, 19.2732, 0.0605, 0.0424, 0.164
O, 5.2903, 5.1761, 19.01, 0.1067, -0.1166, 0.0556
O, 2.8834, 9.3533, 13.6039, 0.0679, 0.0272, 0.0069
O, 0.7023, 6.3721, 20.9787, -0.1188, 0.0888, 0.1049
O, -1.9333, 6.7132, 21.0033, 0.1478, -0.0105, 0.2122

Results
free energy: -103889.672 eV
free energy less fixed offsets of O -569.03, Si -635.61 eV per atom: 5.878 eV
pressure: -0.25 GPa
stress xx, yy, zz, yz, xz, xy (GPa, positive in tension): 0.48, -0.43, 0.71, 0.17, 0.03, -0.28

The program warned: the cutoff lies below the one the program advises for these potential files.
